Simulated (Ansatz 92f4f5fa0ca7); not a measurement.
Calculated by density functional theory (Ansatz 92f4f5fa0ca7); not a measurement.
Periodic cell of 215 atoms, Si132O82As1, from a study of silicon, its oxide and their interface. The atomic structure is a simulated model.
Doubt: the cutoff is far below the 930 eV that the study's wrapper takes by default for these files, so forces and energies are approximate.
This geometry differs little from another in the collection (a relaxation step or a small displacement).

Settings
functional: PBE
potential files: Ansatz PAW
basis: plane waves
wave-function cutoff: 580 eV
density cutoff ratio: 5
exchange-correlation grid ratio: 1
k mesh: 1 x 1 x 1, Gamma-centred
self-consistency stop: 5e-08 eV per atom in the density residual
occupations: fixed
spin: none
net charge: +1 e, with a uniform compensating background and no finite-size correction

Cell vectors (angstrom)
a	10.938	0	0
b	0	10.938	0
c	0	0	31.5432

Atoms: element, x, y, z (angstrom)
Si	10.4362	0.5734	24.3384
Si	6.0443	10.5041	24.1491
Si	2.1311	3.2461	24.0796
Si	8.7037	2.2559	24.305
Si	0.5026	5.0533	24.1624
Si	5.0544	5.8945	24.191
Si	3.3964	7.6498	24.1599
Si	7.8303	8.8296	23.9866
Si	1.3425	1.4811	25.4553
Si	6.9229	1.2988	25.5024
Si	4.0275	4.1012	25.3222
Si	9.6697	4.0948	25.4198
Si	1.4996	6.8133	25.37
Si	6.8982	6.9493	25.237
Si	4.2329	9.5307	25.3444
Si	9.5275	9.6415	25.4346
Si	2.7815	0.0069	26.6381
Si	8.227	-0.0279	26.9439
Si	0.0184	2.7696	26.9153
Si	5.4505	2.7357	26.6616
Si	2.7622	5.4382	26.8354
Si	8.2277	5.5254	26.6231
Si	0.0412	8.2112	26.6476
Si	5.5582	8.198	26.7922
Si	4.1099	1.368	28.0675
Si	9.5966	1.3717	28.2389
Si	1.3954	4.1215	28.2361
Si	6.8384	4.1367	28.0156
Si	4.1617	6.8237	28.1403
Si	9.5968	6.8525	28.0491
Si	1.3949	9.5912	28.0396
Si	6.8495	9.5365	28.2407
Si	0.0541	-0.021	29.5223
Si	5.4464	0.0143	29.4888
Si	2.7706	2.7081	29.522
Si	8.1717	2.7746	29.469
Si	-0.0166	5.5064	29.4926
Si	5.5107	5.45	29.4992
Si	2.7513	8.2172	29.4387
Si	8.2553	8.164	29.5303
Si	1.3961	1.3557	30.9018
Si	6.817	1.3853	30.8333
Si	4.1308	4.0898	30.8789
Si	9.5525	4.1207	30.8373
Si	1.3759	6.8635	30.8224
Si	6.867	6.806	30.8929
Si	4.0891	9.578	30.8418
Si	9.6064	9.5551	30.8906
Si	2.7516	-0.0275	0.7194
Si	8.1809	0.0099	0.6554
Si	-0.0269	2.7504	0.6648
Si	5.4796	2.7112	0.7105
Si	2.7156	5.4814	0.6544
Si	8.219	5.4321	0.7261
Si	0.0406	8.1828	0.7081
Si	5.4634	8.2131	0.6627
Si	4.1181	1.3387	2.0776
Si	9.5237	1.387	2.0249
Si	1.3288	4.1299	2.0359
Si	6.8514	4.0541	2.0841
Si	4.0687	6.8624	2.0195
Si	9.6113	6.7991	2.0614
Si	1.3855	9.5472	2.0871
Si	6.8224	9.579	2.0484
Si	-0.0456	0.0013	3.336
Si	5.4706	-0.0209	3.4949
Si	2.6903	2.7247	3.3422
Si	8.1875	2.6883	3.5133
Si	-0.0109	5.4583	3.5156
Si	5.4338	5.4646	3.3212
Si	2.7442	8.1936	3.4994
Si	8.2259	8.1844	3.3543
Si	1.2895	1.3682	4.6824
Si	6.8324	1.3034	4.9242
Si	4.0544	4.1138	4.6622
Si	9.562	4.0503	4.9011
Si	1.3716	6.8358	4.9018
Si	6.826	6.8091	4.6641
Si	4.1022	9.5676	4.8985
Si	9.5624	9.5728	4.7318
Si	2.6169	0.0429	6.1128
Si	8.2473	-0.1103	6.2679
Si	-0.0116	2.6439	6.2185
Si	5.3691	2.7598	6.0867
Si	2.751	5.4159	6.1746
Si	8.0473	5.3863	6.139
Si	0.0527	8.344	6.1978
Si	5.5408	8.1272	6.1491
Si	3.4666	1.9382	7.2096
Si	10.0271	0.8371	7.5004
Si	1.7619	3.6519	7.3852
Si	6.1799	4.5122	7.4201
Si	4.6295	6.3035	7.2921
As	9.1247	7.2291	7.2536
Si	0.9027	10.1824	7.5584
Si	7.3097	8.9881	7.4941
O	4.5984	6.6318	8.9078
O	1.3594	3.9649	8.9635
O	9.8175	6.4421	8.716
O	1.3104	10.1204	9.1737
O	6.0547	4.2094	9.0479
O	3.6935	1.6052	8.7954
O	7.146	8.9796	9.1371
O	9.6437	1.0705	9.0904
O	8.2397	2.5332	22.7502
O	10.995	5.5523	22.649
O	5.6227	0.1034	22.6498
O	5.2941	5.403	22.6308
O	2.1558	2.797	22.4814
O	3.3279	7.8588	22.5135
O	8.3792	8.7459	22.4125
O	-0.1602	11.2276	22.7578
Si	2.1588	2.9693	12.903
Si	8.6808	1.3116	10.3826
Si	1.0636	4.4958	15.3568
Si	7.5574	5.5854	12.1996
Si	2.4148	8.1805	21.2068
Si	5.4112	7.7827	12.4871
Si	9.2704	0.4489	15.5027
Si	2.9164	-0.0415	16.6696
Si	10.4721	1.1595	12.6164
Si	7.7638	2.8286	21.2339
Si	9.1168	8.7755	14.4549
Si	1.4727	4.7739	10.3801
Si	4.4885	9.4802	19.1392
Si	11.0739	6.0993	21.1149
Si	6.6132	10.4444	14.8549
Si	5.3889	0.7308	21.1726
Si	2.3446	9.7986	10.415
Si	0.4303	10.6334	21.3832
Si	5.8544	5.2526	21.1205
Si	3.6426	7.0826	10.1281
Si	9.0468	5.6834	14.8465
Si	3.6578	4.0805	19.0937
Si	10.0288	3.664	19.3202
Si	4.2559	8.6682	15.375
Si	0.4559	1.9137	17.1669
Si	6.7973	7.5314	19.2406
Si	5.2583	3.6212	16.7449
Si	7.7846	5.0095	17.5217
Si	6.6563	9.9281	10.3946
Si	4.3775	1.0428	10.1322
Si	-0.0599	9.0879	11.8901
Si	9.1024	8.6333	20.9361
Si	4.5567	1.664	14.5889
Si	2.4463	2.0821	21.0422
Si	6.3321	3.3297	10.3992
Si	3.4322	5.9117	16.7361
Si	9.8832	6.5388	10.3527
O	0.1225	2.628	18.5912
O	2.925	9.6322	15.5902
O	10.8566	4.807	20.147
O	7.5771	2.4031	9.9327
O	10.9357	5.3649	10.8293
O	6.6025	6.7363	12.8571
O	10.3005	8.0824	10.7303
O	7.6519	9.4478	13.9972
O	8.4081	6.2134	10.9522
O	5.3622	10.4739	20.0824
O	2.1743	3.7387	11.4413
O	7.9784	8.5434	19.7535
O	6.2096	6.7268	20.5387
O	5.5139	2.7118	15.4137
O	1.302	0.9284	20.7013
O	6.0434	9.0403	11.6153
O	4.6174	4.9844	16.1105
O	6.5952	3.9031	17.6384
O	10.5225	10.6719	11.81
O	5.5811	0.4938	13.994
O	8.0146	5.0796	15.922
O	9.7427	9.8105	15.5593
O	-0.396	5.1491	15.1353
O	1.5731	6.8315	20.8056
O	1.5045	0.6352	17.1896
O	6.5963	1.7678	20.8079
O	1.0209	1.7867	12.8271
O	3.2451	5.4943	18.3283
O	9.5293	2.0178	11.5911
O	1.0139	3.0918	16.1838
O	8.6046	5.1559	13.3656
O	10.2336	8.5533	13.2753
O	1.4452	9.3986	21.6788
O	10.0758	9.9391	20.6107
O	3.1864	0.1961	10.9047
O	5.0816	2.346	10.8511
O	1.7329	4.1514	13.9205
O	7.9141	10.8659	10.8594
O	9.1359	4.4673	18.224
O	5.6362	9.4962	15.7811
O	5.5281	-0.0378	9.7399
O	3.5974	2.3079	13.3989
O	1.9785	5.6422	16.0544
O	9.7137	1.0527	14.0446
O	4.3828	6.9361	11.5527
O	4.7544	4.4812	20.2189
O	9.9575	1.3284	16.6575
O	6.6812	4.3137	11.6519
O	5.5861	8.404	18.5736
O	9.0726	2.7363	20.2678
O	3.6014	1.1316	15.7862
O	4.2153	3.074	17.9045
O	9.919	7.2223	20.8976
O	3.341	8.6565	9.826
O	3.9344	7.4209	16.3773
O	7.6372	0.4725	15.7025
O	8.9207	7.2953	15.0527
O	3.9302	1.435	21.1422
O	1.5725	9.1186	11.6978
O	2.3358	6.1341	10.1432
O	7.3528	6.4601	18.1368
O	7.2186	4.3622	21.1296
O	4.5513	8.2416	13.8041
O	3.3361	8.6564	19.9583
O	2.4895	3.2397	19.8749
O	3.7488	10.3667	17.9776

Results
free energy: -135409.851 eV
free energy less fixed offsets of As -4856.12, O -568.88, Si -635.61 eV per atom: -5.051 eV

Forces (eV/angstrom), in the order of the atoms: element, x, y, z
Si	0.0042	0.0012	0.0091
Si	0.0024	-0.0031	0.0118
Si	0.0004	0.0012	0.0134
Si	-0.0028	-0.0031	0.0138
Si	0.0033	-0.0034	0.0155
Si	0.0001	0.001	0.0117
Si	-0.0009	-0.0001	0.0102
Si	-0.0042	-0.0004	0.0148
Si	0.0034	-0.0046	-0.0081
Si	-0.0042	0.0041	-0.0109
Si	-0.0004	-0.0017	-0.0054
Si	0.0014	0.0036	-0.0104
Si	-0.0034	0.0007	-0.0076
Si	0.0019	0.0004	-0.0045
Si	-0.0012	0.0026	-0.0053
Si	-0.0003	-0.0071	-0.0104
Si	-0.0031	-0.0008	-0.0031
Si	0.0013	-0.0013	0.0415
Si	0	-0.001	0.0388
Si	0.001	0.001	-0.0035
Si	0.006	0.0015	0.0275
Si	-0.0043	-0.0019	-0.0016
Si	0.0021	0.0031	-0.0031
Si	0.0002	-0.0043	0.0215
Si	0.0013	-0.0022	-0.0027
Si	-0.001	0.0024	-0.0284
Si	-0.0074	0	-0.0248
Si	-0.0011	0.0031	-0.002
Si	-0.0006	-0.0026	-0.024
Si	0.0009	0.0002	-0.0051
Si	0.0007	0.0006	-0.003
Si	0.01	0.0068	-0.0241
Si	-0.0031	0.0029	0.0034
Si	0.0022	-0.0039	0.0082
Si	-0.0032	0.0037	0.0062
Si	0.0061	-0.0058	0.0058
Si	0.008	-0.0069	0.0073
Si	-0.0007	0.0047	0.0014
Si	0.0035	-0.003	0.0058
Si	-0.007	0.0055	0.0038
Si	0.0055	-0.006	-0.0011
Si	-0.005	0.0041	-0.0024
Si	0.0056	-0.0057	-0.0011
Si	-0.0077	0.0051	-0.003
Si	-0.0066	0.0084	-0.0021
Si	0.004	-0.0076	-0.0016
Si	-0.0038	0.0032	-0.0034
Si	0.0055	-0.0047	-0.0017
Si	0.0027	-0.0018	0.0056
Si	-0.0029	0.0028	0.0027
Si	-0.0026	0.0036	0.0006
Si	0.0021	-0.0017	0.0054
Si	-0.0036	-0.0012	-0.0001
Si	0.0046	-0.0005	0.0052
Si	0.0035	-0.0059	0.0058
Si	-0.0031	0.0051	-0.0003
Si	0.0012	-0.0005	-0.008
Si	0.0017	-0.0062	-0.0013
Si	0	-0.0026	0.0012
Si	-0.0048	0.002	-0.0084
Si	0.0061	0.0036	-0.001
Si	-0.0021	0.0038	-0.006
Si	-0.0044	0.0025	-0.0092
Si	-0.0026	0.0016	-0.005
Si	0.0152	0.0213	0.0277
Si	-0.0008	0.0009	0.003
Si	0.0086	0.0066	0.031
Si	-0.0006	0.0021	0.0011
Si	-0.0055	0.0042	0.0032
Si	-0.011	-0.016	0.033
Si	-0.0047	-0.0041	0.001
Si	0.0033	-0.0162	0.0354
Si	-0.014	-0.0064	-0.0438
Si	-0.0035	0.0003	0.0049
Si	-0.0004	0.0094	-0.0493
Si	0.0022	0.0032	-0.0008
Si	-0.0041	0.0067	0.0052
Si	0.0108	0.0226	-0.0385
Si	0.0031	0.0004	0.0055
Si	-0.0104	-0.0085	-0.0255
Si	0.008	-0.009	0.0113
Si	0.0029	0.0044	0.013
Si	-0.0059	-0.0028	0.0159
Si	0.0126	-0.0099	0.0091
Si	-0.0034	0.0015	0.0135
Si	0.003	-0.0177	0.0103
Si	0.0167	-0.0057	-0.0117
Si	-0.0046	-0.0057	0.0181
Si	-0.0025	0.005	-0.0149
Si	0.0029	0.0081	-0.0297
Si	0.0042	-0.0041	-0.0229
Si	-0.0087	0.0061	-0.0246
Si	0.0082	0.0026	-0.0268
As	-0.0297	0.0438	0.0142
Si	-0.0095	-0.0012	-0.0199
Si	0.0134	-0.0238	-0.0649
O	-0.0055	0.0082	0.0196
O	-0.0016	0.0092	0.0203
O	0.0131	-0.0218	0.0036
O	0.0109	-0.0036	0.0188
O	0.0033	-0.0097	0.0269
O	0.0114	-0.0074	0.0253
O	-0.0088	0.0103	0.047
O	-0.0166	0.0028	0.0291
O	-0.0066	0.0046	-0.0139
O	-0.004	0.0078	-0.0144
O	-0.0064	0.0106	-0.0131
O	0.006	-0.0051	-0.0131
O	0.0038	-0.0101	-0.0163
O	-0.0066	0.0042	-0.0114
O	0.01	-0.0019	-0.0147
O	0.0081	-0.0074	-0.0129
Si	-0.0039	-0.0003	0.0066
Si	0.0014	-0.0038	-0.0097
Si	-0.0001	-0.0021	0.0076
Si	0.0002	0.0036	0.0034
Si	0.0026	-0.0063	-0.0011
Si	0.0079	-0.0042	0.0061
Si	0.0023	0.0021	0.006
Si	0.0019	0.001	0.008
Si	0.0004	-0.0003	0.0095
Si	0.0013	-0.006	-0.0051
Si	0.0034	-0.0023	0.01
Si	-0.0128	0.0015	-0.0017
Si	0.0007	0.0016	-0.0018
Si	0.003	0.0004	-0.0022
Si	0.0016	-0.0018	0.0141
Si	0.0041	-0.0053	-0.003
Si	-0.0023	0.0077	-0.0021
Si	-0.0057	0.0041	-0.0041
Si	-0.0033	0.0019	0.0008
Si	0.0017	-0.0053	-0.0079
Si	-0.0037	-0.0002	0.0063
Si	0.0004	-0.0046	0.0013
Si	-0.002	0.0025	-0.0027
Si	0.0025	0.0003	0.0068
Si	-0.0013	0.0012	0.0028
Si	0.0018	0.0013	-0.0026
Si	0.0006	-0.001	0.0054
Si	0.0026	0.0031	0.0016
Si	-0.0046	0.005	-0.0096
Si	-0.0035	0.0052	-0.0065
Si	0.008	-0.0036	0.0075
Si	-0.0007	0.003	-0.0019
Si	-0.0051	0.0015	0.0095
Si	-0.0043	0.0029	0.0005
Si	-0.0021	0.0026	-0.006
Si	-0.0002	0.0005	0.0055
Si	-0.0008	-0.0277	-0.0128
O	0.0023	-0.0022	0.0018
O	-0.0007	-0.0003	-0.008
O	-0.0023	-0.0075	-0.0001
O	0.002	-0.0024	-0.0008
O	0.0085	0.0014	-0.0018
O	-0.008	0.0095	-0.0118
O	0.0073	0.0156	-0.0015
O	-0.0043	0.0021	-0.0091
O	-0.0217	-0.0033	0.0102
O	-0.0029	-0.0067	0.0011
O	0.005	-0.0098	0.0034
O	-0.0056	-0.0019	-0.0002
O	0.0021	0.0039	0.0026
O	0.0003	0.0018	-0.0054
O	0.0011	0.0004	0.0062
O	-0.0115	-0.0125	0.0056
O	-0.0005	0.0006	-0.0042
O	-0.0006	-0.002	0.0004
O	-0.0037	0.0139	-0.0075
O	-0.0002	0.0012	-0.0079
O	0.0012	0	-0.0046
O	0.0013	0.0009	-0.0016
O	0.0014	0	-0.0052
O	-0.0004	0.0001	0.0067
O	0.0007	-0.0001	-0.0013
O	0	0.0021	0.0077
O	-0.001	-0.0006	-0.0084
O	0	0.0028	0.0003
O	0.0079	0.0006	-0.0007
O	-0.0006	-0.0002	-0.0033
O	0.007	-0.0012	0.0026
O	-0.0089	-0.0042	0.0038
O	-0.0005	0.0007	0.0055
O	-0.0013	-0.0023	0.0059
O	-0.0023	0.0003	-0.006
O	-0.0015	-0.0015	-0.0065
O	-0.0027	0.0047	-0.0004
O	0.0009	0.0058	-0.0087
O	-0.0034	0.0017	-0.0015
O	0.0002	0.0009	-0.0038
O	0.0087	-0.0043	0.0023
O	0.0046	-0.0013	-0.0047
O	0.0001	0.0011	-0.0047
O	-0.004	-0.0017	0.0005
O	0.0115	0.0026	0.0039
O	-0.0059	-0.0026	-0.0001
O	-0.0001	0.0005	0.0003
O	0.0039	0.0083	-0.002
O	-0.001	0.0006	0.0021
O	0.007	0.0021	-0.0001
O	-0.0007	-0.0013	-0.004
O	0.0023	0.0004	-0.0029
O	0.0001	0.0005	0.0069
O	-0.0016	-0.0001	-0.0027
O	-0.0015	-0.0027	-0.0021
O	-0.0017	0.0001	-0.0041
O	-0.0028	-0.0045	-0.0027
O	0.0021	0.0005	0.0079
O	-0.004	-0.0025	-0.0022
O	0.0033	0.0005	-0.0057
O	0.0016	-0.0047	-0.0018
O	0.0003	0.0001	0.0077
O	-0.0035	0.0034	-0.0001
O	0.0074	0.0034	-0.0011
O	0.0034	0.007	-0.0006
O	-0.0033	0.0011	-0.0044

The program warned: the cutoff lies below the one the program advises for these potential files; the exchange-correlation potential is rough where the density is thin.
